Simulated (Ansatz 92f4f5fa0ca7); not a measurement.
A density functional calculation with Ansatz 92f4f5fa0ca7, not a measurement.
Periodic cell of 223 atoms, Si133O90, from a study of silicon, its oxide and their interface. The atomic structure is a simulated model.
Doubt: the cutoff is far below the 930 eV that the study's wrapper takes by default for these files, so forces and energies are approximate.

Settings: functional PBE; potential files Ansatz PAW; basis plane waves; wave-function cutoff 580 eV; density cutoff ratio 5; exchange-correlation grid ratio 1; k mesh 1 x 1 x 1, Gamma-centred; self-consistency stop 5e-08 eV per atom in the density residual; occupations fixed; spin none; net charge 0.

Cell vectors (angstrom)
a, 10.938, 0, 0
b, 0, 10.938, 0
c, 0, 0, 32.5444

Atoms: element, x, y, z (angstrom)
Si, 0.3118, -0.2405, 25.065
Si, 5.2402, 0.2851, 24.8965
Si, 3.0322, 2.5421, 24.9074
Si, 7.9985, 3.0169, 24.962
Si, -0.3379, 5.6805, 25.1953
Si, 5.6795, 5.191, 24.9081
Si, 2.5194, 8.4594, 25.2066
Si, 8.4395, 7.8384, 25.2675
Si, 1.4282, 1.3983, 26.3184
Si, 6.8375, 1.3894, 26.2825
Si, 4.1392, 4.07, 26.3365
Si, 9.4885, 4.0868, 26.4703
Si, 1.356, 6.8164, 26.4307
Si, 6.784, 6.7184, 26.4425
Si, 4.1376, 9.657, 26.3773
Si, 9.6008, 9.5738, 26.3897
Si, 2.7442, 0.0336, 27.7606
Si, 8.1918, 0.0096, 27.706
Si, 0.0136, 2.7273, 27.7212
Si, 5.4889, 2.7231, 27.7433
Si, 2.7518, 5.4364, 27.7309
Si, 8.1741, 5.4467, 27.8274
Si, 0.0018, 8.2039, 27.7865
Si, 5.4709, 8.2089, 27.7274
Si, 4.1018, 1.3673, 29.1261
Si, 9.5708, 1.3673, 29.1261
Si, 1.3673, 4.1018, 29.1261
Si, 6.8362, 4.1018, 29.1261
Si, 4.1018, 6.8362, 29.1261
Si, 9.5708, 6.8362, 29.1261
Si, 1.3673, 9.5708, 29.1261
Si, 6.8362, 9.5708, 29.1261
Si, 0, 0, 30.4934
Si, 5.469, 0, 30.4934
Si, 2.7345, 2.7345, 30.4934
Si, 8.2035, 2.7345, 30.4934
Si, 0, 5.469, 30.4934
Si, 5.469, 5.469, 30.4934
Si, 2.7345, 8.2035, 30.4934
Si, 8.2035, 8.2035, 30.4934
Si, 1.3673, 1.3673, 31.8606
Si, 6.8362, 1.3673, 31.8606
Si, 4.1018, 4.1018, 31.8606
Si, 9.5708, 4.1018, 31.8606
Si, 1.3673, 6.8362, 31.8606
Si, 6.8362, 6.8362, 31.8606
Si, 4.1018, 9.5708, 31.8606
Si, 9.5708, 9.5708, 31.8606
Si, 2.7345, 0, 0.6835
Si, 8.2035, 0, 0.6835
Si, 0, 2.7345, 0.6835
Si, 5.469, 2.7345, 0.6835
Si, 2.7345, 5.469, 0.6835
Si, 8.2035, 5.469, 0.6835
Si, 0, 8.2035, 0.6835
Si, 5.469, 8.2035, 0.6835
Si, 4.1018, 1.3673, 2.0507
Si, 9.5708, 1.3673, 2.0507
Si, 1.3673, 4.1018, 2.0507
Si, 6.8362, 4.1018, 2.0507
Si, 4.1018, 6.8362, 2.0507
Si, 9.5708, 6.8362, 2.0507
Si, 1.3673, 9.5708, 2.0507
Si, 6.8362, 9.5708, 2.0507
Si, 0, 0, 3.418
Si, 5.469, 0, 3.418
Si, 2.7345, 2.7345, 3.418
Si, 8.2035, 2.7345, 3.418
Si, 0, 5.469, 3.418
Si, 5.469, 5.469, 3.418
Si, 2.7345, 8.2035, 3.418
Si, 8.2035, 8.2035, 3.418
Si, 1.3627, 1.367, 4.8123
Si, 6.869, 1.3638, 4.818
Si, 4.0939, 4.1076, 4.7627
Si, 9.5733, 4.0926, 4.8048
Si, 1.3561, 6.8175, 4.8267
Si, 6.7619, 6.9173, 4.6747
Si, 4.0937, 9.5931, 4.8152
Si, 9.5934, 9.5533, 4.7891
Si, 2.7661, 0.0177, 6.2165
Si, 8.2871, 0.0068, 6.1858
Si, -0.0124, 2.7066, 6.2684
Si, 5.4743, 2.7581, 6.1198
Si, 2.742, 5.4413, 6.1758
Si, 8.1169, 5.567, 5.9174
Si, -0.0244, 8.1563, 6.2106
Si, 5.4735, 8.2289, 6.145
Si, 3.9897, 1.6233, 7.5491
Si, 9.8458, 1.0598, 7.6886
Si, 1.6864, 3.7807, 7.5138
Si, 6.5727, 4.4886, 7.276
Si, 4.324, 6.6313, 7.4545
Si, 9.1863, 7.0051, 7.4135
Si, 1.1401, 9.7629, 7.4974
Si, 7.1395, 9.3461, 7.4507
O, 9.5649, 6.8258, 24.5234
O, 4.1135, 1.394, 24.3063
O, 8.1764, 8.174, 8.0361
O, 2.8146, 2.6798, 8.0616
O, 6.87, 4.1264, 24.5105
O, 1.3362, 9.4696, 24.6442
O, 5.458, 5.5224, 7.9703
O, 0.0755, -0.0481, 8.0818
O, 7.5054, 4.0434, 8.5757
O, 6.6509, 10.1357, 8.8112
O, 9.4634, 5.977, 8.6983
O, 1.6922, 9.0041, 8.8512
O, 4.8626, 1.2188, 8.9141
O, 0.9647, 4.3312, 8.9061
O, 9.2859, 1.4605, 9.2125
O, 3.6888, 7.2184, 8.867
O, 7.3992, 8.3634, 24.1091
O, 8.6245, 2.5621, 23.4855
O, 5.064, 5.5379, 23.3874
O, 2.4523, 3.4206, 23.6194
O, 10.9114, 0.3857, 23.5635
O, 0.1355, 4.694, 23.965
O, 3.2283, 7.9206, 23.8169
O, 5.9783, 10.5457, 23.5672
Si, 10.6115, 4.1927, 20.4878
Si, 4.9784, 5.7721, 21.7746
Si, 5.7437, 9.816, 18.736
Si, 11.4449, 2.9184, 12.5171
Si, 7.9865, -4.0087, 14.1909
Si, 7.3468, 13.5092, 12.8834
Si, 5.4182, 0.2094, 12.6944
Si, 1.3791, 4.4578, 22.9477
Si, 11.0385, 7.1878, 14.2115
Si, 4.3223, 3.6783, 19.5184
Si, 9.2635, 2.2727, 10.6166
Si, 0.9808, 9.2297, 20.4513
Si, 6.915, 3.8134, 18.0631
Si, 6.684, 5.5692, 11.8746
Si, 8.5827, 2.4397, 21.8601
Si, 14.2015, 2.2315, 13.282
Si, -2.4498, 4.9553, 9.5186
Si, 5.3749, 10.7543, 9.599
Si, 8.2306, 6.539, 18.3441
Si, 15.3421, 9.3842, 14.8577
Si, -0.9549, -0.0303, 22.2953
Si, -8.1623, 11.7503, 15.7671
Si, 2.6359, 10.4268, 18.1744
Si, 3.797, 4.8787, 11.9053
Si, 12.3684, 4.8229, 10.3686
Si, 6.7718, 7.7416, 20.5299
Si, 7.2005, 9.5766, 23.0593
Si, 1.4431, 4.2034, 18.1745
Si, 0.0716, -4.2836, 18.9409
Si, 1.9919, 7.1558, 11.8288
Si, 0.2579, 4.2412, 15.3925
Si, 3.0816, 8.5634, 9.5744
Si, 2.7027, 7.3623, 22.3875
Si, 6.3639, 1.6301, 19.958
Si, 6.6746, 8.3237, 16.4124
Si, 1.6687, 9.2888, 15.5485
Si, 8.2374, 3.9911, 15.3892
O, 7.2298, 2.3962, 18.8025
O, 6.3592, 1.3686, 13.3813
O, 4.8027, 2.146, 19.8874
O, 4.4097, 4.4909, 20.9389
O, 2.9193, 8.721, 14.6193
O, 0.8219, 3.7894, 21.5753
O, 2.8572, 8.3747, 11.1906
O, 1.9044, 2.1362, 12.4267
O, 7.6713, -2.6931, 15.1157
O, 1.5048, 10.8857, 15.1493
O, 4.2109, 10.2018, 18.4406
O, 6.4085, 0.0301, 19.6833
O, 5.1391, 5.6224, 11.4063
O, 9.5101, 7.1114, 13.6931
O, 5.3303, 9.746, 13.5447
O, 6.9745, 6.7919, 12.9196
O, 2.9059, 6.0465, 12.6269
O, 9.1393, 3.744, 21.0387
O, 2.5029, 11.8894, 17.3897
O, 7.0624, 2.0308, 21.388
O, 11.3854, 8.1589, 19.3611
O, 1.8649, 8.4922, 21.5927
O, 9.7791, 6.7125, 17.8474
O, 7.931, 1.9533, 11.4916
O, 12.2494, 3.8224, 16.5833
O, 1.9397, 5.95, 22.6304
O, 10.541, 5.8244, 20.2844
O, 1.3001, 6.4428, 10.5138
O, 4.0393, -7.2978, 12.9554
O, 11.2885, 8.3805, 15.3056
O, 7.1155, 3.5381, 16.4732
O, 11.8299, 7.6613, 12.877
O, 4.1411, 10.8265, 15.6087
O, 11.1213, 3.5726, 19.0442
O, 1.3393, 5.851, 18.282
O, -0.5087, 1.9281, 11.7171
O, 9.7183, 4.0695, 16.057
O, -3.2856, -5.107, 10.6068
O, 8.1487, 7.4573, 19.6992
O, 0.2686, 3.251, 14.0932
O, 4.1267, 9.7615, 9.3815
O, 5.8269, -0.0625, 11.154
O, 8.6057, 10.3642, 22.9562
O, -7.9442, 15.287, 10.5838
O, 9.6334, 1.2787, 21.405
O, 3.9944, 7.0343, 21.47
O, 3.9487, 0.8795, 12.7305
O, 8.3007, 2.895, 14.171
O, 1.822, 10.3549, 19.5959
O, 7.8352, 5.5038, 14.9551
O, 6.9071, 8.8893, 21.6393
O, 7.9514, -5.9829, 18.5883
O, 5.6803, 8.3663, 19.4868
O, 9.3707, 3.8626, 10.3078
O, 7.0792, 7.0195, 17.2985
O, 2.0621, 9.2677, 17.1504
O, 6.8128, 4.0675, 12.5043
O, 0.5599, 5.7632, 14.8652
O, 0.5972, 4.3038, 11.6771
O, 5.3806, 4.274, 18.4131
O, 10.6656, 9.8781, 21.2452
O, 2.8461, 3.7148, 18.8436
O, -5.7734, 8.2811, 15.7904
O, 13.9666, 2.1749, 14.9089
O, 6.397, 6.2744, 21.1459
O, 6.6952, 9.6498, 17.3892

Results
free energy: -135735.731 eV
free energy less fixed offsets of O -568.88, Si -635.61 eV per atom: -0.401 eV

Forces (eV/angstrom), in the order of the atoms: element, x, y, z
Si, -0.0502, -0.0978, -0.3884
Si, -0.0973, 0.0526, -0.0336
Si, 0.0024, -0.0453, 0.0038
Si, 0.0823, -0.1393, -0.3742
Si, -0.0709, 0.1232, -0.2753
Si, -0.1141, 0.0385, -0.3677
Si, -0.0757, -0.0699, -0.3646
Si, 0.1129, -0.0356, -0.3035
Si, 0.0935, 0.08, -0.142
Si, -0.0076, 0.0325, -0.12
Si, -0.0216, 0.0032, -0.1542
Si, 0.0377, 0.0708, -0.144
Si, -0.0464, 0.0129, -0.1814
Si, 0.0538, -0.0025, -0.1784
Si, 0.0731, 0.0518, -0.105
Si, -0.0109, -0.021, -0.1893
Si, -0.0739, -0.0503, 0.0579
Si, -0.0233, -0.005, 0.0425
Si, 0.0435, -0.0667, 0.085
Si, 0.1126, 0.0549, -0.0203
Si, 0.0505, -0.0145, 0.0263
Si, -0.1838, -0.1263, 0.1563
Si, 0.0595, 0.0594, 0.0586
Si, -0.0498, 0.043, 0.0747
Si, 0.1136, 0.142, 0.0694
Si, 0.0027, -0.0391, -0.3387
Si, 0.044, -0.1125, -0.185
Si, -0.2002, -0.3216, 0.4777
Si, -0.0403, 0.0246, -0.2716
Si, -0.0957, 0.0528, 0.194
Si, 0.1294, 0.1213, 0.0551
Si, 0.0614, 0.0289, -0.2727
Si, 0.0112, -0.0563, -0.0304
Si, -0.0282, 0.0111, -0.0168
Si, 0.037, 0.0037, -0.001
Si, -0.1022, 0.0477, -0.001
Si, -0.0145, 0.0325, -0.028
Si, 0.0216, -0.0828, -0.009
Si, -0.0291, 0.0316, -0.0262
Si, 0.0461, -0.0035, -0.0093
Si, -0.0023, 0.018, -0.0187
Si, 0.1032, -0.0334, -0.0224
Si, -0.0475, 0.0746, -0.0057
Si, -0.0009, -0.0397, -0.0299
Si, 0, -0.0262, -0.0253
Si, -0.0291, 0.0117, -0.0191
Si, 0.0332, -0.0191, -0.025
Si, -0.0238, 0.0072, -0.0018
Si, 0.0148, -0.0576, 0.0076
Si, -0.0829, 0.0074, 0.0126
Si, 0.0142, 0.0285, 0.0352
Si, 0.0074, 0.0033, 0.0045
Si, -0.0293, 0.0329, 0.011
Si, 0.0205, -0.0062, 0.0094
Si, 0.0204, -0.0077, 0.0167
Si, -0.0119, 0.0296, 0.0399
Si, -0.0123, 0.0264, 0.0388
Si, -0.0173, -0.0195, 0.0123
Si, 0.0239, -0.005, 0.003
Si, -0.0033, 0.0445, 0.0336
Si, -0.0244, -0.1144, -0.0397
Si, -0.0461, 0.0047, 0.0409
Si, -0.0186, 0.0351, 0.0277
Si, 0.1421, 0.0249, -0.0381
Si, 0.166, -0.092, 0.0464
Si, 0.1315, 0.036, 0.2478
Si, -0.1699, -0.0256, -0.0177
Si, 0.117, -0.0565, 0.1192
Si, 0.0539, -0.1431, 0.1731
Si, -0.3425, -0.0159, -0.507
Si, -0.0622, -0.0237, 0.3474
Si, 0.0654, 0.4627, -0.4466
Si, -0.03, 0.0185, 0.0804
Si, -0.0232, -0.086, -0.0412
Si, 0.0434, -0.0106, -0.0905
Si, 0.1069, -0.0738, 0.0169
Si, 0.0723, 0.0299, -0.0743
Si, -0.0648, 0.0634, -0.1118
Si, -0.0452, -0.0166, -0.1088
Si, 0.037, -0.0609, -0.0554
Si, -0.0836, 0.0408, 0.2407
Si, 0.0088, -0.0098, 0.1307
Si, 0.0131, -0.0803, 0.035
Si, -0.0224, 0.0541, 0.1841
Si, 0.0252, -0.0528, 0.0747
Si, 0.0847, -0.0218, 0.0888
Si, -0.0882, 0.1166, 0.1313
Si, 0.0617, 0.0979, 0.2643
Si, -0.0025, 0.1498, 0.1361
Si, 0.02, 0.0735, 0.3021
Si, -0.1185, -0.0789, 0.2876
Si, -0.0019, -0.026, 0.4945
Si, 0.1221, -0.1594, 0.4545
Si, -0.026, -0.1347, 0.3
Si, -0.035, -0.0385, 0.1398
Si, 0.0425, -0.0991, 0.2515
O, -0.0484, -0.0105, 0.7153
O, 0.0037, -0.0023, 0.4683
O, -0.0624, 0.1511, -0.5235
O, -0.0742, 0.0532, -0.4265
O, -0.0037, 0.0047, 0.2305
O, 0.1132, 0.0643, 0.4286
O, -0.0614, 0.0154, -0.5999
O, -0.0111, -0.0265, -0.3877
O, -0.1572, -0.0332, -0.1942
O, 0.007, -0.0009, -0.1685
O, 0.0843, 0.2264, -0.2024
O, 0.0242, 0.0234, -0.1541
O, -0.0305, -0.0477, -0.1846
O, 0, -0.1009, -0.3944
O, 0.0778, -0.1246, -0.4727
O, -0.0078, 0.0505, -0.2527
O, -0.0292, 0.0327, 0.0611
O, -0.1181, 0.1191, 0.5276
O, 0.1301, -0.0984, 0.5598
O, 0.0327, -0.1135, 0.1142
O, 0.0614, -0.0178, 0.4383
O, -0.0017, 0.002, 0.1495
O, 0.0047, 0.0518, 0.3525
O, 0.0124, -0.0201, 0.0506
Si, -0.1711, 0.1811, -0.2263
Si, 0.1639, 0.0645, -0.3301
Si, -0.0203, 0.0014, 0.032
Si, 0.0944, -0.164, -0.0305
Si, -0.0428, -0.1125, -0.1084
Si, -0.0722, 0.1058, 0.0127
Si, -0.1175, 0.2892, 0.3293
Si, -0.026, -0.0219, -0.1338
Si, 0.0217, -0.0481, -0.0869
Si, 0.0259, -0.0662, -0.0772
Si, 0.0691, -0.0575, 0.3902
Si, 0.0223, -0.0328, -0.1499
Si, 0.0258, -0.0203, -0.0608
Si, -0.1357, -0.1503, 0.2009
Si, -0.0171, 0.0819, -0.4051
Si, 0.0227, 0.2008, -0.12
Si, -0.093, 0.111, 0.208
Si, 0.0321, 0.0084, 0.0573
Si, 0.0433, -0.0161, 0.0798
Si, -0.0124, 0.0054, -0.0092
Si, 0.0784, -0.0202, -0.447
Si, 0.1135, 0.106, -0.0856
Si, -0.0761, -0.038, 0.1395
Si, 0.0201, -0.0755, 0.2095
Si, 0.178, 0.0132, 0.4697
Si, -0.0602, -0.2603, -0.2216
Si, -0.0362, -0.0481, -0.0868
Si, -0.0722, 0.0974, -0.0122
Si, 0.0187, -0.0635, 0.0231
Si, -0.0386, -0.2753, 0.2683
Si, 0.0188, 0.042, -0.0504
Si, -0.1439, -0.1897, 0.2471
Si, -0.0135, 0.1261, -0.3957
Si, -0.0209, 0.0399, -0.116
Si, -0.0285, 0.0311, 0.0309
Si, -0.0179, -0.0641, 0.0317
Si, -0.0692, 0.0016, -0.0651
O, -0.0207, -0.0024, 0.0215
O, 0.0284, -0.0676, -0.0594
O, 0.0186, 0.0348, 0.0282
O, -0.0217, 0.0528, 0.1482
O, 0.0621, 0.0711, 0.0133
O, 0.1801, -0.0067, 0.2948
O, 0.1313, 0.112, -0.3713
O, -0.0433, -0.0081, 0.0572
O, -0.0126, 0.0291, 0.0715
O, -0.0003, -0.0485, 0.0207
O, 0.0179, -0.0172, -0.0142
O, 0.0399, 0.0707, 0.0403
O, 0.0729, 0.0428, -0.121
O, 0.0034, 0.0243, 0.0208
O, 0.0007, -0.0296, -0.0689
O, 0.0335, 0.016, 0.0042
O, -0.0493, 0.141, -0.0539
O, 0.0021, -0.0451, 0.1579
O, 0.0042, -0.0615, -0.0499
O, 0.0103, -0.0182, 0.1295
O, 0.0408, 0.048, 0.0266
O, 0.08, -0.1231, 0.1473
O, -0.0313, 0.0214, -0.008
O, -0.0137, -0.0233, -0.1656
O, -0.0143, 0.0029, -0.0168
O, -0.0249, -0.1161, 0.0619
O, 0.0298, -0.1133, 0.0317
O, -0.0249, 0.0813, -0.155
O, -0.0358, -0.0176, -0.0662
O, 0.0051, 0.058, 0.0511
O, -0.0117, -0.0121, -0.0348
O, 0.0132, 0.0357, -0.0161
O, 0.0233, -0.0153, 0.0266
O, 0.027, -0.0312, 0.0755
O, 0.0005, -0.0006, 0.0316
O, -0.0331, 0.0362, -0.1074
O, -0.0156, -0.0043, 0.0399
O, 0.1235, -0.0716, -0.2639
O, -0.116, 0.0432, 0.0691
O, -0.0141, -0.0133, -0.0214
O, 0.0576, 0.0432, -0.0011
O, -0.014, -0.0805, -0.3526
O, -0.1002, 0.0167, 0.1013
O, -0.0696, 0.0547, -0.1364
O, 0.0281, -0.058, 0.1352
O, -0.0435, 0.0381, 0.1201
O, 0.0547, -0.099, -0.0383
O, 0.0551, 0.0255, 0.0306
O, 0.0267, -0.0038, -0.0165
O, -0.0091, 0.0151, 0.0347
O, 0.017, 0.2164, 0.2893
O, -0.0333, 0.0044, 0.0414
O, 0.0353, 0.0086, 0.0122
O, 0.0792, 0.0249, -0.0686
O, -0.0174, 0.0176, -0.0402
O, -0.0179, 0.0002, -0.0472
O, 0.0549, -0.041, -0.0184
O, -0.0268, 0, 0.0386
O, 0.011, 0.1188, -0.1051
O, -0.0025, 0.0036, 0.0181
O, -0.1042, 0.0899, 0.2052
O, 0.05, 0.0046, 0.0328
O, 0.0259, 0.0226, 0.0012
O, -0.0462, -0.1208, 0.1588
O, -0.0205, -0.008, 0.1112
O, 0.0023, -0.0402, -0.0715

The program warned: the cutoff lies below the one the program advises for these potential files; the forces do not sum to zero within the program's tolerance; the exchange-correlation potential is rough where the density is thin.
